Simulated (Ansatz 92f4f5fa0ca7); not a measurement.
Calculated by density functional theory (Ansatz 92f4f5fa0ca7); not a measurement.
Periodic cell of 224 atoms, Si134O86N4, from a study of silicon, its oxide and their interface. The atomic structure is a simulated model.
This geometry differs little from another in the collection (a relaxation step or a small displacement).

Settings
functional: r2SCAN
potential files: Ansatz PAW
basis: plane waves
wave-function cutoff: 800 eV
density cutoff ratio: 5
exchange-correlation grid ratio: 1
k mesh: 1 x 1 x 1, shifted by 0.5 0.5 0 of a step
self-consistency stop: 1e-10 eV per atom in the density residual
occupations: fixed
spin: none
net charge: 0

Cell vectors (angstrom)
a  10.88  0  0
b  0  10.88  0
c  0  0  31.8188

Atoms: element, x, y, z (angstrom)
Si  0.2833  -0.294  -0.1192
Si  2.9843  2.5065  -0.1495
Si  -0.2249  5.6563  -0.0351
Si  2.436  8.2985  -0.0923
Si  5.2243  0.3328  0.0009
Si  8.0091  2.8288  0.0973
Si  5.8726  5.107  -0.0506
Si  8.6052  7.9905  0.0129
Si  1.4184  1.3308  1.1669
Si  4.1403  4.0795  1.1861
Si  1.3402  6.7903  1.3086
Si  4.0719  9.4992  1.1351
Si  6.7776  1.3592  1.4107
Si  9.5486  4.0831  1.3087
Si  6.9213  6.8027  1.1936
Si  9.6683  9.5193  1.3721
Si  0.0583  2.6839  2.5655
Si  2.7461  -0.0286  2.5769
Si  0.0654  8.1423  2.7472
Si  2.7666  5.4203  2.5654
Si  5.4276  2.7616  2.6944
Si  8.1893  -0.0383  2.6462
Si  5.4722  8.1478  2.4921
Si  8.197  5.4551  2.66
Si  1.4009  4.0513  3.9335
Si  4.0669  1.3387  3.9689
Si  1.4218  9.5395  4.0131
Si  4.1273  6.8077  3.9099
Si  6.815  4.1155  4.0058
Si  9.5491  1.3636  3.9599
Si  6.7937  9.4683  3.9431
Si  9.5399  6.7839  4.0313
Si  0.0099  -0.0025  5.3358
Si  2.7103  2.689  5.3283
Si  0.0317  5.4009  5.3246
Si  2.7847  8.1629  5.3128
Si  5.4356  -0.0284  5.3009
Si  8.1761  2.7276  5.3252
Si  5.4497  5.462  5.3358
Si  8.1367  8.1262  5.3374
Si  1.3395  1.3625  6.7112
Si  4.0831  4.0649  6.6479
Si  1.3938  6.803  6.6298
Si  4.0861  9.5268  6.7144
Si  6.7841  1.3488  6.64
Si  9.5306  4.073  6.7079
Si  6.8056  6.7827  6.7305
Si  9.496  9.5054  6.652
Si  -0.0286  2.7008  8.0768
Si  2.6884  0.008  8.0791
Si  -0.0015  8.1425  7.9747
Si  2.7187  5.4253  7.9756
Si  5.4176  2.6935  8.0156
Si  8.1304  -0.0089  7.9864
Si  5.443  8.1571  8.0526
Si  8.1721  5.4184  8.0995
Si  1.3609  4.1051  9.3542
Si  4.0393  1.398  9.4388
Si  1.2452  9.5386  9.3826
Si  4.0568  6.7676  9.3392
Si  6.7818  4.0009  9.4057
Si  9.4401  1.3247  9.3866
Si  6.798  9.5398  9.3751
Si  9.5966  6.799  9.4111
Si  -0.1359  0.0074  10.8061
Si  2.6603  2.813  10.7885
Si  0.0489  5.3877  10.7989
Si  2.6059  8.1022  10.6072
Si  5.4173  -0.0023  10.7408
Si  8.0929  2.608  10.812
Si  5.4035  5.3909  10.6932
Si  8.2569  8.2514  10.6846
Si  1.1661  1.4916  12.0667
Si  4.0266  4.1598  12.191
Si  1.4146  6.7971  12.1417
Si  3.9264  9.4826  11.8768
Si  6.7217  1.2631  12.2562
Si  9.5477  3.9444  12.0859
Si  6.9212  6.7641  11.8067
Si  9.3966  9.5864  12.3016
Si  -0.1402  2.6627  13.7182
Si  2.5468  0.0408  13.1459
Si  -0.0364  8.113  13.4391
Si  2.8208  5.605  13.6816
Si  5.318  2.7038  13.5049
Si  7.9225  -0.0778  13.8927
Si  5.4263  8.0505  12.9411
Si  8.1759  5.3963  13.2318
Si  1.1046  4.387  14.799
Si  3.9637  1.1175  14.6191
Si  1.2887  9.6248  14.5908
Si  4.8123  6.7178  14.7259
Si  6.7969  4.1394  14.5998
Si  8.9655  1.6647  15.3165
Si  5.9252  9.4425  14.6943
Si  9.6587  6.497  14.6492
Si  0.5536  6.5631  19.0432
Si  -1.5851  7.5161  17.4062
Si  7.9052  3.6193  21.5618
Si  3.6797  8.9296  16.5612
Si  1.8207  9.1008  18.9278
Si  -0.4164  -0.51  17.1128
Si  4.3687  8.5865  20.1784
Si  5.341  10.5441  18.3211
Si  4.3088  12.1613  20.7662
Si  -2.7111  11.5385  21.1453
Si  7.8069  3.5811  17.3492
Si  -0.3883  13.1821  21.8823
Si  2.7482  2.8109  16.9184
Si  16.5567  9.9808  22.3507
Si  3.2455  6.6905  18.4609
Si  -1.5823  9.0137  25.7511
Si  -2.845  11.6687  18.1163
Si  1.2421  -0.3881  25.4906
Si  -5.8532  1.482  26.6279
Si  4.2178  4.1738  20.8714
Si  0.959  13.5058  24.6533
Si  -1.9952  -5.4651  19.2637
Si  4.1284  -0.664  24.8639
Si  10.1569  5.0826  25.6984
Si  3.3785  -0.6948  27.4937
Si  7.7914  11.0972  27.4233
Si  -1.1554  1.5052  29.5845
Si  -5.1069  5.0737  23.2004
Si  -2.6159  6.5759  27.2291
Si  5.8695  6.7723  29.2294
Si  1.8284  -5.2255  27.1087
Si  3.7743  3.995  25.5045
Si  -5.8632  4.5841  17.8747
Si  11.909  3.7803  29.5323
Si  3.2187  7.623  28.8617
Si  -8.9702  2.6189  19.9723
Si  -2.9595  6.7391  24.529
Si  6.8642  9.4801  29.8577
O  -0.3951  0.2779  30.3241
O  2.0309  -3.8503  -3.8777
O  0.4001  4.9505  30.4549
O  3.3583  -1.6451  28.7731
O  -1.2702  6.8179  -0.5612
O  -2.2494  2.1096  30.6001
O  5.8913  8.2036  29.9853
O  4.1306  12.2893  -0.5939
O  6.1383  -0.1574  30.5626
O  -4.1723  -4.4784  23.4955
O  -0.2041  -7.2876  25.2898
O  13.18  3.126  30.3109
O  2.4704  3.2188  24.8598
O  6.9233  3.9197  -0.4279
O  9.192  7.9254  26.9968
O  8.223  8.9825  30.5755
O  -0.1046  5.4257  15.1916
O  2.9936  9.5151  20.0216
O  6.8981  3.9978  22.7538
O  0.2699  -0.5199  15.65
O  2.5711  9.0749  15.4048
O  -7.8647  12.448  15.9009
O  16.3451  -1.7414  19.1126
N  5.0407  8.2056  15.7667
O  1.9417  -5.1015  18.7779
O  -0.5117  5.6928  19.8921
O  5.8025  5.427  15.1101
N  9.348  0.8437  16.9621
O  3.9759  17.9294  19.8756
O  -10.0401  10.2223  18.2186
N  7.9056  13.9925  15.6993
O  6.7449  -0.0527  17.5634
O  5.1525  8.6552  21.5798
O  -1.4375  20.0104  17.4502
O  -2.0847  7.0721  15.9338
O  4.2513  5.949  17.4424
O  4.1227  -0.5386  17.2795
O  -4.3176  -6.2757  17.4833
O  -0.0974  6.8989  17.597
O  9.0572  4.3792  18.0124
O  7.518  2.3069  18.2894
N  2.7569  8.1613  17.787
O  -1.2512  11.7766  21.8541
O  5.0604  10.8163  14.9544
O  2.7121  12.2228  20.5575
O  -2.9742  4.7676  20.3869
O  2.5188  10.1641  24.4722
O  -8.261  3.949  20.6302
O  1.7624  3.8607  16.1999
O  -1.6494  -5.624  27.0597
O  -2.4674  11.0761  19.5934
O  4.6592  11.1579  21.9518
O  8.3967  6.8529  18.6092
O  4.7005  5.2473  21.9821
O  4.1384  0.715  27.7703
O  -2.317  -2.6262  24.4798
O  -8.8281  -8.3574  18.3541
O  -0.0512  9.4878  25.3827
O  1.8509  10.3995  26.9952
O  -10.0936  12.0323  25.295
O  -6.6256  3.3661  17.1574
O  7.1966  10.4729  21.9487
O  -1.4506  -7.3741  22.0892
O  0.6969  2.4157  23.0639
O  -2.4064  -0.5214  26.1492
O  4.7979  2.7258  21.2836
O  -5.9717  4.5185  19.4649
O  4.5789  0.8702  25.1827
O  0.8878  8.0088  19.7188
O  2.9309  7.3904  30.4432
O  -6.0046  4.5449  24.44
O  -4.2708  1.2317  26.9344
O  3.1756  5.2585  26.3091
O  -3.5487  6.5332  28.5503
O  5.0408  11.7418  19.374
O  -1.6546  5.7196  24.5035
O  4.6046  3.038  26.5341
O  5.2891  9.6434  23.8902
O  8.9395  11.8852  28.258
O  4.5614  6.8927  28.2916
O  7.2246  17.4361  25.985
O  -3.4  2.1262  21.0821
O  -0.0681  2.6382  29.2047
O  1.3514  -1.4497  31.2165
O  1.4784  4.4342  28.1249
O  0.6397  5.9062  26.0296
O  5.4807  -5.2521  30.2798
O  4.2028  -1.4455  26.2914
O  7.1547  9.9161  28.3378
O  0.3745  13.3776  20.4545

Results
free energy: -136303.855 eV
free energy less fixed offsets of N -386.36, O -570.45, Si -639.56 eV per atom: 1.325 eV

Forces (eV/angstrom), in the order of the atoms: element, x, y, z
Si  -0.0007  0.0023  0.0035
Si  -0.0001  -0.0003  0.0051
Si  0.0004  -0.0021  0.002
Si  0.0023  0.0002  0.004
Si  -0.0001  0.0006  0.0031
Si  0.0003  -0.0015  0.0023
Si  -0.0016  -0.0005  0.0052
Si  -0.0025  0.0002  0.0021
Si  0.0002  -0.0004  -0.0022
Si  0.0003  -0.0005  -0.0009
Si  0.0003  -0.0004  -0.0009
Si  -0.0007  -0.0014  -0.0009
Si  -0.0004  -0.0013  0.0009
Si  -0.0002  -0.0008  -0.0014
Si  0.0001  -0.0009  -0.002
Si  -0.0007  -0.0007  -0.0012
Si  -0.0003  -0.0005  0
Si  0.0005  0.0006  0.0011
Si  -0.0002  -0.0001  0.0011
Si  0.0005  -0.002  0.0001
Si  -0.0003  0  0.0014
Si  -0.0002  -0.0003  0.0004
Si  0.0001  -0.0014  -0.0002
Si  0.0006  -0.0008  0.0007
Si  -0.0002  0.0002  -0.0001
Si  0.0002  -0.0007  0.0001
Si  0.0006  -0.0006  0.0001
Si  -0.0004  0.0002  -0.0001
Si  0  -0.0003  -0.0001
Si  0.0002  -0.0009  0.0006
Si  -0.0001  -0.0005  0.0003
Si  0.0001  -0.0009  0
Si  -0.0001  -0.0008  0.0004
Si  -0.0007  -0.0007  0.0001
Si  -0.0003  -0.0001  0.0001
Si  0.0002  -0.0005  0.0007
Si  -0.0007  0.0001  0.0008
Si  -0.0006  -0.0002  0.0007
Si  0.0001  -0.0007  0.0003
Si  -0.0005  -0.0003  -0.0003
Si  -0.0007  -0.001  0.0004
Si  -0.0008  -0.0006  -0.0002
Si  0.0007  -0.0005  -0.0006
Si  0.0005  -0.0006  0.0007
Si  0.0005  -0.0005  0.0003
Si  0.0003  -0.0008  0.0007
Si  -0.0008  -0.0005  0.0007
Si  -0.0005  -0.0008  -0.0001
Si  -0.0004  -0.0002  0.0007
Si  -0.0003  -0.0003  0.0001
Si  -0.0003  -0.0014  -0.0005
Si  -0.0009  0  0.0001
Si  -0.0005  -0.0007  0.0002
Si  -0.0006  -0.0005  0.0005
Si  -0.0003  0  0.0006
Si  -0.0006  -0.001  0.0001
Si  0.0006  -0.0007  0.0005
Si  -0.0003  -0.0006  0.0005
Si  -0.0006  0.0005  0.0002
Si  0.0001  -0.0002  0.0004
Si  0.0007  -0.0009  0.0003
Si  -0.0003  0.0001  0.0006
Si  -0.0004  -0.0009  0.0007
Si  -0.0006  0.0008  0.0004
Si  0.0004  -0.0004  0.001
Si  -0.0017  0.0008  0.0003
Si  0.001  0.0002  0.0005
Si  -0.0005  -0.0015  0.0006
Si  0.0009  -0.001  0.0003
Si  -0.0002  -0.0007  0.001
Si  -0.001  0.0013  0.0002
Si  0.0007  -0.0004  -0.0007
Si  -0.0001  0.0014  -0.0024
Si  -0.0014  -0.0009  -0.0016
Si  -0.0041  0.001  -0.0012
Si  -0.001  -0.0014  0.0011
Si  -0.0025  -0.0011  0.0006
Si  -0.0006  -0.002  -0.0012
Si  0.0025  0.001  -0.0023
Si  0.0001  -0.0011  0
Si  -0.0001  -0.0005  0.0017
Si  -0.002  0.0007  -0.0002
Si  0.0014  0.0015  0.0005
Si  0.0029  0  -0.0002
Si  0.0043  0.0022  -0.0007
Si  -0.0005  0.0008  0.0023
Si  0.0005  0.0004  -0.0022
Si  -0.0027  0.0014  -0.0002
Si  -0.0018  -0.0017  -0.0015
Si  -0.0016  0.0006  -0.0001
Si  -0.0022  -0.0023  -0.0042
Si  0.0009  0.002  0.0082
Si  -0.0016  -0.0018  0.0044
Si  -0.0012  0.0032  -0.0021
Si  0.0068  -0.0061  -0.0015
Si  0.0007  0.0034  -0.0017
Si  0.0003  0.0001  -0.0008
Si  -0.0016  0.0022  -0.0035
Si  0.0008  0.0025  -0.0048
Si  0.0028  -0.0039  -0.0024
Si  0.0003  -0.0005  -0.0022
Si  -0.0007  0.0009  -0.0024
Si  -0.0025  -0.0014  -0.0029
Si  0.001  0.0003  -0.0037
Si  -0.001  0.0022  -0.0035
Si  0.001  0.0007  -0.0028
Si  0.0006  -0.002  -0.0056
Si  -0.0003  -0.0004  -0.0015
Si  -0.0005  0.0016  -0.0014
Si  0.0001  0.0018  -0.0023
Si  0.0002  0.0035  -0.0046
Si  -0.0003  0.0004  0.004
Si  0.0018  0.0009  -0.0048
Si  0.0002  -0.0005  0.0035
Si  0.0011  -0.0009  0.0044
Si  -0.0002  0.0019  -0.004
Si  -0.0001  0.0005  0.0031
Si  0.0014  0.0006  -0.0034
Si  0.0006  0.0004  0.0002
Si  0.0007  0.0004  0.0032
Si  0.0003  0.0004  0.0029
Si  0.001  -0.0003  0.0034
Si  0.0007  -0.001  0.0024
Si  -0.0001  0.0011  0.0002
Si  -0.0004  0  0.0038
Si  0.0003  -0.0006  0.0026
Si  0.0008  0.0006  0.0028
Si  -0.0009  -0.0018  0.0042
Si  -0.0023  0.0021  -0.0013
Si  0  -0.0024  0.005
Si  0.0001  -0.0002  0.0019
Si  0.0007  0.0008  -0.0017
Si  0.0013  -0.0006  0.003
Si  -0.0003  0.0005  0.0042
O  -0.0007  -0.0002  -0.0026
O  -0.0007  -0.001  -0.0017
O  -0.0002  -0.0002  -0.0013
O  0.0003  0  0.0006
O  0.001  -0.0009  0.0021
O  0  -0.0017  -0.0018
O  -0.0005  -0.0004  -0.0005
O  -0.0011  -0.0019  -0.0011
O  0.0008  -0.0003  -0.002
O  -0.0028  -0.0018  -0.0029
O  0  -0.0024  -0.0012
O  -0.0014  0.0001  -0.0022
O  -0.0005  -0.0016  0.0001
O  0.0017  0.0011  -0.0001
O  0.0012  -0.0002  0.0004
O  0.0004  -0.0007  -0.0016
O  0.0008  0.0026  0.0026
O  0.0005  0.0005  0.0005
O  -0.0001  -0.0007  0.0019
O  0.0006  0.0006  0.0028
O  0.0024  -0.0022  -0.0013
O  0.0002  -0.0003  -0.0002
O  -0.0006  0  0
N  -0.0015  0.0015  0
O  -0.0012  -0.0003  -0.0006
O  0.0001  -0.0007  0.0005
O  -0.002  0.0037  -0.0059
N  -0.0006  -0.0001  0.0019
O  0.0017  0.0004  0.0009
O  0.0001  0.0014  0.0016
N  0.0019  -0.0005  0.0032
O  -0.0005  0.0017  0.0016
O  0.0018  0.0015  0.0018
O  -0.0011  0.0013  0.0003
O  -0.0009  -0.0012  0.002
O  -0.0007  0.0013  0.0029
O  0.0006  0.0026  0.0026
O  0.0013  0.0017  -0.0012
O  0.0008  -0.0001  0
O  -0.0006  0.0021  0.0019
O  -0.0003  -0.0001  0.0018
N  -0.0007  0.0011  0.0039
O  0.001  0.0008  0.0004
O  -0.0019  0.0012  0.0027
O  0.0004  -0.0011  0.0013
O  -0.0007  -0.0005  0.0017
O  -0.0001  -0.0005  -0.0017
O  0.0018  0.0027  -0.0004
O  -0.0001  0.0002  0.0018
O  0.0011  -0.0016  -0.0002
O  -0.0007  0.0011  0.0029
O  0.0006  -0.0025  -0.0002
O  -0.0002  0.0011  0.001
O  0.0005  0.0022  0.0008
O  0.0009  0.0002  -0.0017
O  0.0003  -0.001  0.0004
O  0.0002  -0.0009  0.0021
O  0.0014  -0.0013  -0.0003
O  -0.0014  -0.0003  -0.0024
O  -0.0005  -0.0005  0.0006
O  0.0001  0.0013  -0.0003
O  -0.0001  0.001  0.0003
O  0.0007  0.0012  0.001
O  0.0008  0.0001  -0.001
O  0.0015  -0.0012  -0.0018
O  0.0011  0.0011  0.0023
O  0.0029  -0.0001  0.005
O  -0.0003  -0.0015  -0.0029
O  -0.0004  -0.001  -0.0005
O  -0.0006  -0.0015  -0.0012
O  0.0021  0.0009  -0.0006
O  -0.0002  0.0002  0
O  0.002  -0.0014  -0.0008
O  0.0018  -0.0007  -0.0024
O  0  0.0026  0.0021
O  0.0003  -0.0002  0.0006
O  -0.0002  0.0004  -0.0002
O  0.0001  0.0002  0.0022
O  -0.0003  -0.0013  0.0003
O  -0.0004  -0.0004  0.0002
O  -0.0007  -0.0008  -0.0017
O  -0.0014  -0.0003  0
O  0  0.0001  -0.0004
O  0.0002  -0.0005  0.0003
O  0.0004  0.0014  -0.0011
O  -0.0014  -0.0007  -0.0007
O  -0.0001  -0.0014  -0.0022
O  0.0009  -0.0008  -0.0014
O  0.0006  -0.0004  -0.0005
O  -0.0011  0.0014  0.0008

The program warned: the cutoff lies below the one the program advises for these potential files; the forces do not sum to zero within the program's tolerance; empty levels may hold ghost states of the PAW files; the exchange-correlation potential is rough where the density is thin.
